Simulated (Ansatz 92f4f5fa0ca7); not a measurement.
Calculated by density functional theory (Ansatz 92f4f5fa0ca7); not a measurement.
Periodic cell of 237 atoms, Si146O90As1, from a study of silicon, its oxide and their interface. The atomic structure is a simulated model.
Doubt: the cutoff is far below the 930 eV that the study's wrapper takes by default for these files, so forces and energies are approximate.

Settings
functional: PBE
potential files: Ansatz PAW
basis: plane waves
wave-function cutoff: 580 eV
density cutoff ratio: 5
exchange-correlation grid ratio: 1
k mesh: 1 x 1 x 1, Gamma-centred
self-consistency stop: 5e-08 eV per atom in the density residual
occupations: fixed
spin: none
net charge: +1 e, with a uniform compensating background and no finite-size correction

Cell vectors (angstrom)
a  11.6015  0  0
b  0  10.938  0
c  0  0  32.0622

Atoms and the computed forces on them: element, x, y, z (angstrom), force x, y, z (eV/angstrom)
Si  -0.197  -0.0747  23.2776  -0.0001  -0.0193  -0.1056
Si  3.6684  0.1965  23.1092  -0.0198  0.0017  -0.1276
Si  7.5493  -0.1447  23.4526  -0.0022  -0.0151  -0.093
Si  1.6839  1.3677  23.4238  -0.0128  0.0094  -0.1083
Si  5.7329  1.3996  23.1934  0.0113  0.0211  -0.1128
Si  9.4401  1.2183  23.3681  -0.0168  0.0019  -0.1177
Si  0.1584  5.3062  23.4664  -0.0277  -0.0196  -0.119
Si  4.1182  5.2894  23.3994  0.0207  -0.0201  -0.1149
Si  8.0302  5.6021  23.5523  0.0144  -0.0323  -0.0983
Si  2.1559  6.5783  23.3777  0.004  0.0382  -0.1048
Si  5.9636  6.762  23.4836  -0.0031  0.0239  -0.1032
Si  10.0066  6.8603  23.6073  0.0328  0.0127  -0.1041
Si  1.8996  2.6565  25.3903  0.0105  0.0241  0.0038
Si  5.8295  2.6479  25.2571  0.0101  0.0136  -0.0069
Si  9.6257  2.6776  25.2695  0.0019  0.0254  0.0025
Si  11.5933  3.9959  25.3914  -0.0005  -0.0159  0.0184
Si  3.8902  3.9623  25.3249  -0.0124  -0.0149  0.0245
Si  7.7394  4.0849  25.3502  0.0037  -0.0043  0.0303
Si  1.969  8.1414  25.1993  0.0009  0.0188  0.0103
Si  5.771  8.1591  25.3692  -0.0041  0.0179  0.0266
Si  9.7082  8.256  25.4405  -0.0142  0.0147  0.0411
Si  11.6358  9.5522  25.2679  -0.008  -0.0103  -0.0072
Si  3.8612  9.5782  25.0759  0.0092  -0.0113  -0.0162
Si  7.6861  9.5102  25.4148  0.0143  -0.0178  -0.0025
Si  11.6462  -0.019  27.2095  -0.0062  0.0042  -0.0008
Si  3.9012  -0.0635  27.1199  0.0024  0.0094  -0.0231
Si  7.7571  -0.0311  27.2952  0.0055  -0.0076  0.0181
Si  1.984  1.3008  27.2864  0.0001  -0.0058  0.0165
Si  5.83  1.3108  27.2031  -0.0074  -0.0094  -0.0132
Si  9.6903  1.3215  27.2149  0.0082  -0.0389  -0.0136
Si  11.5888  5.4597  27.2425  -0.0083  0.0073  0.0078
Si  3.8432  5.4107  27.217  0.0057  0.0057  0.0117
Si  7.7116  5.4535  27.276  0.0026  -0.002  0.0047
Si  1.9342  6.8125  27.1777  -0.0065  -0.0167  -0.0184
Si  5.7565  6.7882  27.2791  0.0157  -0.0065  0.0042
Si  9.6537  6.8088  27.2986  -0.0169  0.0043  0.0014
Si  1.9447  2.7093  29.1878  -0.0496  0.0097  -0.0058
Si  5.7928  2.7082  29.1258  0.0102  0.0118  0.022
Si  9.6772  2.7149  29.1474  -0.0177  0.0606  0.0512
Si  0.0097  4.0835  29.1677  0.0156  -0.0228  -0.0236
Si  3.8617  4.0768  29.1702  0.0301  0.0135  -0.0092
Si  7.7296  4.0736  29.1923  0.0131  -0.0021  -0.0443
Si  1.9381  8.1758  29.1222  0.0029  0.0054  0.0099
Si  5.7898  8.1729  29.1931  0.0387  0.0031  -0.0506
Si  9.6691  8.1819  29.2227  0.017  -0.0127  -0.0358
Si  0.004  9.5435  29.1436  -0.0091  0.0037  0.0248
Si  3.8723  9.5453  29.103  -0.0259  0.025  0.0824
Si  7.7327  9.5319  29.2107  -0.021  -0.008  -0.0415
Si  -0.0007  -0.0124  31.0852  -0.0021  -0.0118  0.0045
Si  3.8597  -0.0078  31.0634  -0.001  -0.0652  -0.0278
Si  7.7283  -0.0056  31.1105  0.0034  0.0299  0.0212
Si  1.9278  1.3553  31.116  0.0172  -0.0012  0.026
Si  5.795  1.3551  31.0648  -0.0228  0.0072  -0.0328
Si  9.6657  1.3504  31.0968  0.0074  -0.0854  -0.0428
Si  0.007  5.453  31.0993  -0.0103  0.0065  -0.023
Si  3.8672  5.4613  31.0974  -0.0047  -0.0275  0.0101
Si  7.7364  5.452  31.1277  0.0197  -0.0131  -0.0238
Si  1.9358  6.8239  31.073  -0.0005  0.0271  -0.0178
Si  5.8006  6.8158  31.1169  0.007  -0.0107  0.0176
Si  9.675  6.8097  31.1433  -0.0024  0.0114  0.0047
Si  1.9297  2.7358  0.9882  -0.0165  0.0181  -0.0241
Si  5.7934  2.7332  0.9268  0.024  -0.0029  0.0203
Si  9.6652  2.7218  0.9801  -0.0133  0.1533  -0.0228
Si  -0.0142  4.0919  0.9656  0.0372  0.0036  0.0287
Si  3.8636  4.1013  0.9751  -0.003  0.0275  -0.0394
Si  7.7376  4.0938  1.0018  -0.0262  0.0039  -0.0177
Si  1.9279  8.1992  0.9437  -0.0079  -0.0145  0.0275
Si  5.7981  8.2094  0.9644  -0.0155  -0.0019  0.0397
Si  9.6644  8.205  1.0036  0.0272  -0.009  -0.0194
Si  -0.0061  9.571  0.969  0.027  -0.0296  -0.0968
Si  3.8594  9.573  0.9612  -0.009  0.0344  -0.0298
Si  7.7368  9.5621  0.9734  -0.015  -0.0309  -0.0631
Si  11.6168  0.0202  2.8896  0.0197  0.0057  0.0472
Si  3.8521  0.0087  2.9143  0.0076  -0.0354  -0.0206
Si  7.7331  0.0072  2.8796  -0.0195  0.0128  0.0483
Si  1.9344  1.3906  2.9267  0.0299  0.016  -0.0129
Si  5.808  1.3513  2.8333  -0.0389  0.0454  -0.0366
Si  9.6616  1.3432  2.9135  0.0182  -0.1769  -0.0281
Si  11.5586  5.4826  2.8787  0.018  -0.0117  -0.02
Si  3.8756  5.4899  2.9027  -0.025  0.022  0.0731
Si  7.7399  5.4953  2.9246  0.0094  -0.0238  0.0237
Si  1.9059  6.8086  2.8622  -0.0404  0.0315  -0.094
Si  5.811  6.8465  2.8895  0.0485  0.028  -0.0849
Si  9.6599  6.8827  2.9634  0.0046  -0.0292  -0.0527
Si  1.9245  2.84  4.8084  -0.0127  0.0054  -0.0028
Si  5.8286  2.7295  4.7263  0.0384  -0.0176  0.0192
Si  9.6092  2.7927  4.7906  -0.0278  0.4233  0.1962
Si  11.5508  4.125  4.8092  0.0281  0.1229  -0.0752
Si  3.9215  4.1071  4.8189  0.0133  0.0803  -0.003
Si  7.7199  4.1864  4.899  -0.0322  0.1145  -0.0422
Si  1.8806  8.134  4.8035  0.0443  -0.0162  0.1095
Si  5.8033  8.2478  4.7863  -0.0569  -0.0265  0.1257
Si  9.6716  8.2935  4.8991  0.012  -0.063  0.063
Si  11.6163  9.6427  4.8417  -0.0141  -0.0409  -0.1905
Si  3.8111  9.4732  4.7863  -0.0063  0.072  0.0033
Si  7.7418  9.6341  4.8357  0.0773  0.0208  -0.1883
Si  11.6539  0.234  6.6974  -0.0225  -0.2571  0.9205
Si  3.7324  -0.0523  6.6414  0.0184  -0.2151  0.1989
Si  7.6547  0.0255  6.8058  -0.3975  -0.3779  0.868
Si  2.0635  1.5444  6.7444  0.0862  0.1664  0.1173
Si  5.6839  1.2924  6.5917  -0.0723  0.1992  0.0625
As  9.6153  1.5332  6.9011  0.2613  0.2468  0.1128
Si  11.514  5.4798  6.7353  0.015  -0.0543  0.048
Si  3.9866  5.4325  6.7929  0.0147  -0.0656  0.0692
Si  7.7499  5.6673  6.8336  0.0178  -0.1227  0.1143
Si  1.968  6.6266  6.664  -0.0053  0.1304  0.1394
Si  5.8218  6.9691  6.7485  -0.0545  0.075  0.105
Si  9.7626  7.0455  6.9172  -0.0092  0.0591  0.1135
O  10.0016  8.0222  8.2757  -0.0367  -0.0437  -0.1312
O  7.6263  9.9631  8.1553  0.1688  0.1212  -0.2566
O  7.4413  4.7034  8.1587  0.0332  0.0577  -0.2213
O  3.3609  10.3625  8.199  0.0223  0.1017  -0.2774
O  2.0279  7.5645  8.0215  -0.0065  -0.0844  -0.2575
O  4.0305  4.5824  8.2455  -0.0134  0.0327  -0.1361
O  9.7214  2.4292  8.5453  -0.3555  -0.985  -1.205
O  2.6247  2.3492  8.1257  -0.112  -0.1224  -0.2333
O  11.3393  4.5203  8.0764  -0.0273  -0.0247  -0.0968
O  5.3779  2.3472  7.8302  0.0588  -0.1145  -0.1989
O  5.8281  7.9753  8.087  0.0256  -0.0651  -0.1342
O  11.3981  10.3128  8.078  0.0084  0.2096  -0.3531
O  11.2793  10.0732  21.8  0.0169  0.078  0.1507
O  3.2303  10.7192  21.5283  -0.008  0.0565  0.2012
O  5.7713  7.7671  22.1655  -0.0175  -0.0811  0.1495
O  4.2188  4.4441  21.9487  -0.0446  0.0588  0.1576
O  7.6775  9.6791  22.1917  0.0238  0.0624  0.1408
O  10.3202  7.661  22.1871  -0.035  -0.0688  0.1714
O  1.6086  2.3933  22.1193  0.0392  -0.0745  0.1549
O  5.9418  2.4317  21.8829  -0.0023  -0.0831  0.1453
O  8.4422  4.6939  22.2191  -0.005  0.0479  0.1928
O  -0.0771  4.4434  22.0436  -0.0042  0.0729  0.1574
O  2.3358  7.393  21.9491  0.0055  -0.0632  0.2201
O  9.1211  1.8755  21.8739  -0.0049  -0.0582  0.2106
Si  1.91  7.8046  9.6041  0.0181  -0.0839  0.337
Si  5.0334  0.5819  17.6887  0.0135  0.0214  -0.0378
Si  2.491  5.4264  14.0167  0.0286  0.0123  0.1524
Si  10.5813  3.8594  14.1015  -0.0454  0.0275  0.2266
Si  8.2685  2.3954  15.2751  -0.0038  0.0333  0.1229
Si  9.5422  2.2365  20.3475  0.0047  -0.0093  -0.2243
Si  10.491  3.7114  9.2074  0.44  0.7263  0.4333
Si  0.0727  2.372  11.6256  0.123  -0.0936  0.4643
Si  11.007  8.1532  15.3796  -0.009  0.0034  0.1263
Si  5.1605  6.951  13.9825  -0.0341  -0.0104  0.2097
Si  5.7773  2.6345  11.1221  -0.0267  -0.0513  0.4105
Si  8.5809  7.6611  19.3947  0.0066  -0.0115  -0.1297
Si  8.1173  4.8398  20.6341  0.0051  0.0225  -0.2079
Si  5.9264  9.5962  15.1979  0.005  -0.0164  0.1416
Si  2.1166  7.637  20.3598  0.0077  -0.0158  -0.22
Si  1.9307  4.8962  18.8063  0.0047  0.0046  -0.115
Si  4.4912  3.447  18.0159  -0.0148  0.0003  -0.0831
Si  8.4994  8.9243  16.8253  0.0029  0.0131  0.0092
Si  0.8256  9.5009  13.2677  0.0196  -0.0302  0.2125
Si  9.9312  10.7156  11.6758  -0.0137  -0.0518  0.4015
Si  5.349  3.7021  21.0197  0.0172  0.0035  -0.2377
Si  0.5939  5.5555  16.2788  -0.0001  0.0162  0.0444
Si  10.8072  9.1988  9.1051  0.0323  -0.1241  0.4352
Si  6.5626  8.8897  21.2903  -0.0047  0.0104  -0.2228
Si  7.0975  7.1252  11.4642  -0.0205  -0.032  0.3908
Si  2.6868  0.7547  12.2048  -0.0028  0.0131  0.2945
Si  10.8909  8.6691  21.0463  0.0034  -0.0147  -0.2324
Si  6.0294  4.3415  15.6347  0.024  0.0134  0.084
Si  7.1064  0.5046  12.9679  -0.0426  0.0028  0.2927
Si  4.079  2.9774  8.5962  0.0509  0.0737  0.3834
Si  0.8825  6.7547  11.8957  -0.0082  -0.0291  0.3075
Si  6.5759  9.062  9.0602  -0.0939  -0.0861  0.3775
Si  0.6602  3.2813  21.1495  0.0011  -0.0023  -0.2391
Si  9.7996  6.497  12.8866  0.0554  -0.0105  0.2387
Si  7.7179  4.5742  9.7598  -0.2872  0.1277  0.354
Si  3.9837  10.0743  20.2176  0.0155  -0.0175  -0.2219
Si  4.2702  3.0472  13.5273  -0.0297  0.0457  0.2206
Si  3.8556  10.0255  9.7243  -0.0531  -0.0105  0.4085
Si  8.0434  0.7742  18.0449  -0.0252  -0.0213  -0.0482
O  11.5808  3.1793  13.026  0.052  -0.062  -0.1955
O  9.3387  4.6325  9.9516  0.1593  -0.3302  -0.2341
O  8.7998  3.5968  19.8611  -0.0052  0.0075  0.0684
O  4.0293  -0.0633  18.8043  -0.0139  -0.0284  0.0826
O  11.3074  4.5644  15.3636  -0.0187  -0.0234  -0.0684
O  9.877  9.9061  10.247  0.0316  -0.073  -0.2897
O  3.7782  1.5411  13.1362  -0.0323  -0.0465  -0.1135
O  0.6176  9.0908  14.8317  0.0263  0.037  -0.1082
O  6.4636  0.9703  18.4002  0.006  0  0.0211
O  4.757  3.1702  19.6064  0.0239  0.0099  0.1281
O  6.2614  1.1928  11.7429  -0.0396  0.0727  -0.166
O  0.5428  8.6624  9.8601  -0.0956  0.0748  -0.1588
O  5.6309  4.3337  17.2287  -0.0012  0.0018  -0.0137
O  8.4278  7.1426  12.3725  -0.0709  0.0207  -0.1341
O  4.4342  2.6477  10.1583  -0.0846  0.0194  -0.2564
O  2.0729  5.6479  15.5755  0.0206  -0.005  -0.0665
O  3.3884  0.0769  10.9091  0.0676  -0.0717  -0.2269
O  5.881  7.2531  12.5422  0.0821  0.0101  -0.201
O  2.3348  6.3409  19.4193  0.0075  0.0383  0.0752
O  0.6562  4.992  17.8007  0.0091  0.0064  0.0161
O  8.4399  10.7322  12.3395  0.1058  -0.0219  -0.14
O  5.4746  10.0846  9.6757  0.0731  -0.0106  -0.1379
O  0.5945  8.1773  20.205  -0.0214  0.0029  0.077
O  9.768  2.6154  14.7357  0.0393  0.0109  -0.0673
O  1.9938  10.6154  13.2031  0.0268  0.0479  -0.0976
O  9.9358  9.1179  16.1068  0.0186  -0.008  -0.0427
O  6.1836  10.3572  13.7715  0.0391  0.056  -0.1258
O  7.4744  1.6129  14.0988  -0.0239  -0.053  -0.1334
O  1.6382  3.9089  20.0408  -0.0331  -0.0373  0.1114
O  5.8991  5.8049  14.9104  -0.0148  0.0363  -0.0686
O  7.3327  8.9346  15.7043  -0.0207  0.0073  -0.0409
O  1.5413  1.7055  11.5765  -0.0508  0.0448  -0.1143
O  7.2196  8.3283  10.3627  -0.013  0.1363  -0.271
O  4.3253  1.9929  17.2816  0.0072  0.0063  0.0062
O  7.07  3.1893  10.3088  0.1137  0.0803  -0.1479
O  11.5664  7.0482  16.4245  0.0019  0.0144  -0.0312
O  8.2712  10.134  17.8535  0.0011  0.0044  0.0087
O  3.2659  8.5515  10.096  0.0185  0.0367  -0.1242
O  7.5769  3.8504  15.527  0.005  -0.0089  -0.0336
O  3.1277  4.3002  17.9018  -0.0085  0.0046  0.0278
O  2.9108  3.9025  13.6861  0.0085  -0.0249  -0.0619
O  1.3537  8.2137  12.438  0.0045  -0.0275  -0.1172
O  1.2053  5.6863  13.0646  -0.0414  0.0398  -0.1193
O  4.9713  8.3218  14.8536  -0.0015  -0.0202  -0.0685
O  11.1642  2.3833  20.3404  0.0153  0.0087  0.0801
O  10.988  9.9986  12.6858  -0.0903  0.0596  -0.1514
O  5.306  3.5867  12.3723  0.0684  -0.0193  -0.1899
O  5.0817  3.2084  14.9245  -0.0355  -0.0266  -0.0967
O  6.4858  4.7988  20.5679  -0.0109  -0.0049  0.073
O  8.3682  1.5616  16.663  -0.0008  0.0104  -0.0282
O  10.446  1.3073  11.4623  -0.0124  0.043  -0.1299
O  10.8779  6.644  11.6649  0.018  0.0047  -0.1297
O  3.2477  8.6805  19.8535  -0.009  0.0056  0.067
O  1.7088  6.4556  10.5137  0.0318  0.0487  -0.1926
O  7.1631  8.1863  19.9731  -0.0388  0.0266  0.096
O  8.5013  7.5804  17.7625  0.0029  -0.0104  0.0427
O  3.6712  6.444  13.6063  0.0024  0.0084  -0.0604
O  9.6116  4.94  13.3411  -0.0224  0.032  -0.1073
O  5.5169  9.9871  20.7431  0.0258  -0.0115  0.0879
O  10.2897  7.3726  14.1541  -0.0261  -0.0373  -0.1139
O  8.7836  6.157  19.9696  -0.0096  -0.0356  0.0696
O  6.984  5.7526  10.602  0.0365  -0.0838  -0.1728
O  5.2709  10.5567  16.3689  0.0071  -0.01  -0.0377
O  9.0448  1.1392  19.267  0.0295  0.0302  0.0804
O  11.5982  3.3522  10.3368  -0.2579  0.053  -0.3622
O  9.7385  8.7019  19.8948  0.0362  0.013  0.0842

Results
free energy: -148856.444 eV
free energy less fixed offsets of As -4856.12, O -568.88, Si -635.61 eV per atom: -2.064 eV

The program warned: the cutoff lies below the one the program advises for these potential files; the exchange-correlation potential is rough where the density is thin.
